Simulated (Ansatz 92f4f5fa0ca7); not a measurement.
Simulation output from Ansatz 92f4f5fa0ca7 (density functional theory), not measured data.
Periodic cell of 375 atoms, Si241O134, from a study of silicon, its oxide and their interface. The atomic structure is a simulated model.
Doubt: the cutoff is far below the 930 eV that the study's wrapper takes by default for these files, so forces and energies are approximate.
This geometry differs little from another in the collection (a relaxation step or a small displacement).

Settings: functional PBE; potential files Ansatz PAW; basis plane waves; wave-function cutoff 580 eV; density cutoff ratio 5; exchange-correlation grid ratio 1; k mesh 1 x 1 x 1, Gamma-centred; self-consistency stop 5e-08 eV per atom in the density residual; occupations fixed; spin none; net charge 0.

Cell vectors (angstrom)
a  11.6015  0  0
b  0  13.3963  0
c  0  0  42.3543

Atoms and the computed forces on them: element, x, y, z (angstrom), force x, y, z (eV/angstrom)
Si  0  2.2327  1.1851  0.0551  -0.0062  0.0165
Si  3.8672  2.2327  1.1851  -0.0048  0.0087  -0.0347
Si  7.7343  2.2327  1.1851  0.0823  0.0039  0.0191
Si  1.9336  5.5818  1.1851  -0.0263  0.0545  -0.0396
Si  5.8008  5.5818  1.1851  -0.0163  0.0767  0.0638
Si  9.6679  5.5818  1.1851  -0.0213  0.0262  -0.0048
Si  0  8.9308  1.1851  -0.0093  0.0075  0.0335
Si  3.8672  8.9308  1.1851  -0.0495  -0.0422  -0.0176
Si  7.7343  8.9308  1.1851  0.001  -0.0889  0.0509
Si  1.9336  12.2799  1.1851  -0.007  0.0061  -0.0523
Si  5.8008  12.2799  1.1851  -0.0409  -0.024  0.0941
Si  9.6679  12.2799  1.1851  0.0042  -0.0144  -0.0029
Si  1.9336  1.1164  1.9745  -0.0803  0.1272  -0.0354
Si  5.8008  1.1164  1.9745  -0.1783  0.077  -0.0541
Si  9.6679  1.1164  1.9745  -0.2526  0.0295  -0.0487
Si  0  4.4654  1.9745  0.0318  0.0655  -0.0352
Si  3.8672  4.4654  1.9745  -0.0181  -0.0587  -0.0388
Si  7.7343  4.4654  1.9745  0.166  -0.0733  -0.0506
Si  1.9336  7.8145  1.9745  0.2497  -0.1029  0.0097
Si  5.8008  7.8145  1.9745  0.07  -0.1845  -0.013
Si  9.6679  7.8145  1.9745  0.0077  -0.0069  0.026
Si  0  11.1635  1.9745  0.0361  0.0365  -0.0236
Si  3.8672  11.1635  1.9745  -0.0948  0.0595  -0.0376
Si  7.7343  11.1635  1.9745  0.111  0.0734  -0.0669
Si  1.9336  1.1164  4.3426  -0.3753  0.1459  -0.6832
Si  5.8008  1.1164  4.3426  -0.4412  0.2973  0.6169
Si  9.6679  1.1164  4.3426  -0.6347  0.0548  -0.1443
Si  0  4.4654  4.3426  0.2962  -0.0149  -0.1474
Si  3.8672  4.4654  4.3426  0.2355  0.0838  0.0342
Si  7.7343  4.4654  4.3426  0.4887  -0.0643  0.7067
Si  1.9336  7.8145  4.3426  0.3911  -0.1487  -0.3534
Si  5.8008  7.8145  4.3426  0.1894  -0.5507  -0.0372
Si  9.6679  7.8145  4.3426  0.0869  0.1183  -0.1969
Si  0  11.1635  4.3426  0.0798  -0.314  -0.617
Si  3.8672  11.1635  4.3426  -0.2112  0.2073  -0.0654
Si  7.7343  11.1635  4.3426  0.1178  0.1745  0.4141
Si  0  0  38.0137  -0.0069  0.014  0.1055
Si  3.8672  0  38.0137  -0.0747  0.251  -0.0134
Si  7.7343  0  38.0137  -0.3413  0.3618  -0.0119
Si  1.9336  3.3491  38.0137  0.0888  -0.1134  0.006
Si  5.8008  3.3491  38.0137  0.1433  0.0668  -0.3257
Si  9.6679  3.3491  38.0137  -0.2683  0.1326  0.067
Si  0  6.6981  38.0137  -0.5124  -0.1073  0.0515
Si  3.8672  6.6981  38.0137  0.4505  -0.0553  0.1008
Si  7.7343  6.6981  38.0137  0.1203  -0.072  -1.0487
Si  1.9336  10.0472  38.0137  0.0354  -0.0237  0.5529
Si  5.8008  10.0472  38.0137  -0.1536  -0.2494  0.4002
Si  9.6679  10.0472  38.0137  0.1721  -0.4169  0.0793
Si  0  0  40.3819  -0.0081  0.0139  0.0046
Si  3.8672  0  40.3819  -0.0213  0.1054  0.0226
Si  7.7343  0  40.3819  -0.1281  0.1184  0.0371
Si  1.9336  3.3491  40.3819  0.0539  -0.0084  -0.0036
Si  5.8008  3.3491  40.3819  0.082  0.0178  -0.0101
Si  9.6679  3.3491  40.3819  -0.0891  0.0706  -0.0031
Si  0  6.6981  40.3819  -0.1809  -0.001  0.0128
Si  3.8672  6.6981  40.3819  0.1337  0.0115  0.0357
Si  7.7343  6.6981  40.3819  0.0542  -0.0411  0.0959
Si  1.9336  10.0472  40.3819  0.0078  0.0107  0.0103
Si  5.8008  10.0472  40.3819  -0.0735  -0.1425  -0.0061
Si  9.6679  10.0472  40.3819  0.0566  -0.1704  0.0252
Si  0  2.2327  41.1712  -0.0597  -0.0025  -0.0218
Si  3.8672  2.2327  41.1712  -0.0023  -0.0126  0.0142
Si  7.7343  2.2327  41.1712  -0.0447  0.002  0.0178
Si  1.9336  5.5818  41.1712  0.0103  -0.0545  -0.0567
Si  5.8008  5.5818  41.1712  -0.0166  -0.0624  -0.0459
Si  9.6679  5.5818  41.1712  0.0332  -0.0325  0.0248
Si  0  8.9308  41.1712  0.0258  0.0075  0.0384
Si  3.8672  8.9308  41.1712  0.0517  0.0436  0.0648
Si  7.7343  8.9308  41.1712  -0.0183  0.0955  -0.0355
Si  1.9336  12.2799  41.1712  0.0132  -0.01  0.0272
Si  5.8008  12.2799  41.1712  0.0323  0.0071  -0.0518
Si  9.6679  12.2799  41.1712  0.0046  0.0093  -0.0753
Si  -2.5138  5.3659  27.3943  -0.0066  0.0311  0.0297
Si  1.9705  -1.7879  31.8699  0.1045  0.058  0.0311
Si  11.395  2.1755  33.9966  0.1083  0.0824  -0.015
Si  -0.2194  -0.0378  27.5157  -0.0944  -0.0131  0.0091
Si  8.7085  -3.1424  20.9265  -0.0004  0  0.0127
Si  7.7736  0.499  31.7416  -0.0067  -0.0149  0.1397
Si  -2.8455  6.2209  30.4232  -0.0517  0.0296  -0.004
Si  5.6731  5.9341  31.6607  -0.0175  -0.0084  -0.172
Si  2.099  9.2437  32.3824  0.034  -0.0875  0.0567
Si  4.8225  10.4178  24.0661  0.0351  -0.021  0.0343
Si  11.4086  12.1983  30.8865  -0.0552  0.0182  -0.0086
Si  7.7433  10.3848  31.8483  0.0206  -0.014  0.0342
Si  3.1919  4.7368  27.0838  0.0042  0.0217  0.0105
Si  9.5009  -1.4784  23.3355  -0.0016  -0.0019  0.0146
Si  10.9073  0.8711  29.7984  0.0713  0.0804  -0.054
Si  -3.8562  9.1103  33.9264  -0.0047  0.0187  0.0089
Si  4.0111  -0.8287  30.9438  0.0175  0.0039  -0.027
Si  11.5014  2.5996  31.6008  -0.0185  0.0178  0.0027
Si  1.6248  5.4031  31.7767  -0.0918  -0.0398  0.0114
Si  -0.9571  4.9968  31.6443  -0.0191  0.028  -0.0018
Si  6.1138  12.192  31.9815  -0.0463  0.0165  -0.036
Si  7.6326  15.3802  33.8214  -0.0342  0.028  -0.0013
Si  0.3422  5.9163  26.906  -0.0254  0.0045  0.0184
Si  13.2065  8.4379  28.4021  -0.0227  0.0142  -0.0026
Si  4.5507  -1.6057  28.7931  0.0103  -0.0107  -0.0023
Si  3.5524  2.3815  33.9153  -0.0206  -0.0109  -0.0427
Si  9.3751  -1.2651  32.1245  -0.0382  -0.0095  -0.0279
Si  1.8822  5.5863  34.1431  0.0163  -0.0066  -0.0245
Si  5.8079  5.6169  33.9817  0.0121  0.0214  0.0651
Si  9.7913  5.4926  33.8719  -0.0073  0.0126  -0.0149
Si  2.8809  7.3676  31.0545  0.0505  -0.0011  0.0465
Si  3.7157  8.973  34.1893  -0.019  -0.0122  -0.0273
Si  11.8254  8.9546  34.0169  -0.0008  -0.033  -0.0263
Si  1.9495  12.2796  34.1473  -0.0178  0.0064  -0.0172
Si  5.7945  12.2639  34.2754  0.0013  0.0318  0.043
Si  9.6979  12.2406  34.3901  0.0137  0.0146  0.004
Si  1.7763  1.1414  34.8351  -0.002  0.001  -0.0165
Si  5.5844  1.177  34.7165  0.0346  -0.0139  0.0627
Si  9.5351  1.1017  34.9328  -0.0441  -0.0142  -0.0009
Si  -0.0103  4.3949  34.9097  -0.0058  -0.0356  0.0538
Si  3.8614  4.5214  34.8429  -0.0068  0.0086  0.0253
Si  7.7657  4.3621  34.5827  0.0273  -0.0038  0.0106
Si  1.9195  7.7612  35.0798  -0.0009  0.0069  -0.0579
Si  5.8002  7.8924  34.7142  0.0194  -0.0058  0.0052
Si  9.7365  7.835  34.5638  -0.0349  -0.0172  0.0107
Si  0.0652  11.1166  34.9534  0.0433  0.0274  0.019
Si  3.847  11.1647  34.9885  0.0094  0.0069  -0.0119
Si  7.7402  11.1769  35.0774  -0.0186  -0.0406  -0.0356
Si  1.9146  1.1114  37.2129  0.0213  0.0131  0.0048
Si  5.7644  1.1451  37.1522  0.0182  -0.0109  -0.0327
Si  9.6604  1.1262  37.2696  0.0125  0.0123  0.0105
Si  0.0002  4.4472  37.2554  0.0004  0.0169  -0.0137
Si  3.8698  4.4707  37.2187  0.0135  -0.0075  -0.0144
Si  7.741  4.4377  37.0914  -0.007  0.0097  0.0007
Si  1.9305  7.7898  37.3677  -0.0003  0.0483  0.0297
Si  5.8006  7.8336  37.1492  0.0015  -0.0051  -0.0018
Si  9.6804  7.8207  37.0843  -0.011  0.005  -0.0062
Si  0.0078  11.1535  37.2806  -0.0135  0.008  0.0015
Si  3.8685  11.1691  37.3024  0.0029  0.0006  0.0154
Si  7.731  11.1602  37.3606  -0.0022  0.002  0.0238
Si  -0.0475  -0.0194  5.0243  0.0068  0.0156  -0.0282
Si  3.7912  -0.0052  5.1719  0.0055  -0.0048  -0.0213
Si  7.6849  0.0055  5.1872  -0.0207  -0.0023  -0.0108
Si  1.9445  3.3554  5.1471  -0.0228  -0.0126  0.0033
Si  5.812  3.3918  5.1917  -0.0405  -0.0087  0.047
Si  9.7663  3.3051  5.2187  -0.009  0.009  0.0289
Si  0.0119  6.7179  5.0868  0.0235  -0.0317  -0.0059
Si  3.9052  6.6739  5.2094  0.0117  -0.0026  0.0032
Si  7.7804  6.696  5.1848  0.0169  -0.0023  0.0101
Si  1.9416  10.0403  5.0828  0.013  -0.0052  -0.02
Si  5.7901  10.0288  5.008  0.0228  -0.0696  0.1016
Si  9.691  10.0421  5.1249  0.0012  0.001  -0.0161
Si  0.095  0.4612  7.2713  0.0409  0.0875  0.0242
Si  2.5008  0.1413  7.2065  0.0181  0.0082  -0.0252
Si  6.8405  0.2106  7.4625  -0.0019  0.0277  0.1895
Si  1.6197  3.512  7.5068  -0.0695  -0.111  -0.0457
Si  5.7787  4.0042  7.5601  -0.0136  0.0389  0.0096
Si  10.9407  2.7588  7.3504  0.027  -0.0063  0.0171
Si  0.667  7.2197  7.2876  -0.0521  -0.0513  0.0112
Si  4.3164  6.109  7.5463  0.0535  0.024  0.0409
Si  8.315  6.7189  7.5342  -0.0709  0.0137  0.0306
Si  1.3163  9.4861  7.2634  0.0034  0.0563  0.0569
Si  5.6342  9.7811  7.283  -0.0083  0.0678  0.0487
Si  10.5236  9.8398  7.3184  0.0552  -0.0097  -0.0369
Si  4.1411  4.6392  11.9588  0.0056  -0.0106  -0.0174
Si  2.099  5.6639  8.1774  0.0255  0.0566  0.0317
Si  10.4712  -0.1437  9.1865  -0.0235  0.0194  0.0986
Si  7.7479  4.7446  8.6669  0.0131  -0.0968  -0.0216
Si  8.2429  9.8359  10.189  -0.0265  -0.0468  -0.0692
Si  14.309  0.501  10.6113  0.0238  0.0027  -0.1008
Si  -1.3305  7.7348  8.3337  0.0318  -0.0439  -0.053
Si  6.8103  8.6799  17.0381  0.0027  -0.0073  -0.0242
Si  10.6911  5.7503  12.0578  -0.0869  -0.1902  0.1173
Si  0.3695  10.8414  10.5868  -0.0277  -0.0088  0.0157
Si  10.0444  11.0056  9.2136  -0.0949  -0.0538  0.064
Si  14.6055  15.2776  8.6265  0.1086  -0.0222  0.1471
Si  5.5775  -1.5972  8.4483  0.0219  -0.2718  -0.3928
Si  5.3722  1.8049  8.5726  -0.0748  -0.0218  -0.1599
Si  6.966  4.2097  11.5889  -0.0703  0.075  0.0163
Si  0.4635  -0.2655  10.9958  0.0241  -0.0016  -0.0343
Si  10.274  11.6301  15.9723  -0.0052  0.0062  -0.0107
Si  13.4334  5.7123  10.4662  0.0524  -0.0009  0.0361
Si  1.8523  15.3239  18.276  -0.0256  0.0137  0.0026
Si  4.1021  9.4907  10.5316  0.0232  0.0548  0.0053
Si  6.2214  13.8426  10.5582  0.1151  -0.2808  0.09
Si  3.3057  12.2648  8.9289  0.1211  0.0457  0.1468
Si  8.3117  14.2411  9.2464  -0.0446  0.0254  -0.085
Si  11.8858  14.3548  15.739  -0.0149  0.0482  0.0051
Si  6.0895  5.9663  18.1683  0.0253  -0.0115  -0.0161
Si  5.0293  7.1282  13.3002  0.0186  -0.003  0.005
Si  10.0487  -5.1502  10.6786  -0.0506  0.0272  0.1017
Si  4.4766  0.5374  12.3323  -0.0873  -0.029  0.2219
Si  9.5305  3.0264  11.435  0.1373  0.0038  0.1798
Si  9.3277  2.9858  9.0716  -0.0212  0.0351  -0.02
Si  -0.5573  13.9956  12.8997  -0.0387  0.1149  0.1447
Si  7.262  8.5744  8.4797  -0.1275  0.0144  -0.0855
Si  14.258  8.3754  12.1382  0.0051  0.02  -0.0218
Si  4.9989  8.0747  8.8359  0.0636  -0.0465  -0.1493
Si  6.1315  11.0742  10.5992  -0.0479  0.5038  0.1722
Si  10.2922  9.4227  13.9132  -0.0322  0.0246  -0.0114
O  15.3379  11.3646  17.8583  0.0076  -0.0013  0.0136
O  17.7479  -1.0555  18.3372  -0.0055  -0.0082  0.0057
O  6.6572  -0.1246  20.7143  0.0021  0  0.0047
O  22.5149  2.4144  24.598  0.0045  -0.0103  0.0045
O  7.2853  18.4804  10.25  -0.0071  -0.0488  0.0023
O  15.1691  -2.9497  25.1375  -0.0163  -0.0092  0.0027
O  18.6731  13.9444  23.2407  0.002  0.0001  -0.0002
O  13.4693  24.9454  19.8184  0.0034  -0.0023  0.003
O  16.1655  25.8885  13.1971  0.0239  0.0399  -0.0458
O  9.81  17.06  19.908  -0.0121  -0.0041  0.0126
O  21.1057  19.2369  15.6175  0.0394  0.0236  -0.0139
O  3.8643  3.1234  15.8504  0.0171  -0.0066  -0.0272
O  6.1713  2.3395  26.7087  -0.0047  0.0077  0.0035
O  7.3057  -4.5761  28.8982  0.001  0.0352  0.0246
O  8.254  4.0348  26.9497  -0.0015  -0.0186  -0.003
O  8.9428  6.4608  26.1665  0.0069  -0.0137  -0.0107
O  7.4724  21.8575  24.2168  0.0113  -0.0102  -0.004
O  14.6814  0.4422  22.9939  0.0036  0.0012  -0.0001
O  9.7141  -3.5387  19.7265  0.0032  -0.0025  -0.0121
O  -14.5293  -0.8202  19.0772  0.0099  0.001  0.0115
O  -0.1597  18.432  18.2021  0.0113  0.0222  -0.0196
O  -0.6588  8.3567  17.9809  -0.0008  0.0107  0.012
O  5.0858  10.2514  28.5441  -0.0204  0.0197  0.0035
O  -4.3078  -6.7781  22.1772  -0.0029  0.0006  -0.0074
Si  8.2237  18.402  16.1662  0.0019  -0.0263  0.0157
Si  7.1168  -0.8484  27.3877  0.0068  -0.0125  -0.0101
Si  3.5247  4.7572  22.5209  -0.005  0.004  -0.0069
Si  8.5264  14.3212  29.5274  -0.0071  0.028  -0.2563
Si  9.8351  27.0999  19.1647  0.004  0.018  -0.0115
Si  16.0359  16.4499  14.3376  -0.0034  0.0144  0.034
Si  14.402  10.5611  18.9212  0.0005  0.0036  -0.0056
Si  0.7622  18.4576  21.4745  -0.01  0.0046  -0.0314
Si  12.7484  -0.3993  19.9194  0.0029  0.0119  -0.0115
Si  12.6327  8.1287  21.67  0.0027  -0.0077  0.0104
Si  10.5709  3.5957  23.5493  0.0023  0.009  -0.0157
Si  3.9728  8.9545  21.3911  -0.0015  -0.0023  0.0216
Si  11.3848  4.0473  19.5167  -0.0043  -0.0049  0.0227
Si  6.6541  18.3854  14.4292  0.0262  0.0134  0.027
Si  9.3133  28.8696  16.5089  0.0128  0.0001  -0.0176
Si  4.6849  2.1438  26.0536  0.0019  -0.0131  -0.0044
Si  9.9402  6.2635  24.8594  -0.0068  -0.0074  0.0004
Si  8.4309  26.7281  14.6099  0.0122  -0.0025  0.0184
Si  6.891  -0.6855  24.3144  -0.0101  -0.0164  -0.0012
Si  21.3201  9.4276  18.1657  -0.0044  -0.0028  -0.0022
Si  -3.1  9.2051  29.9647  0.0234  -0.1409  -0.073
Si  12.4455  8.4412  18.6219  -0.0014  -0.0042  -0.0044
Si  3.7493  6.6894  24.9494  0.0052  0.0206  -0.0032
Si  8.1857  7.7806  22.9279  -0.0053  0.0006  0.0165
Si  12.637  5.8095  17.3794  -0.006  -0.0243  0.012
Si  10.9031  0.7932  24.66  0.002  0.0118  -0.0154
Si  3.6371  17.3893  17.2104  0.0011  0.0014  -0.0059
Si  13.8389  10.2603  9.2841  -0.0023  -0.0137  -0.1004
Si  23.4232  9.1459  12.1146  -0.0607  -0.0626  0.0281
Si  5.9084  6.4116  21.3093  0.0111  -0.0022  -0.0014
Si  7.1148  22.5698  14.0008  -0.0193  0.0223  0.0003
Si  5.733  12.0636  14.2671  0.0224  -0.0054  -0.0227
Si  9.1542  2.5677  20.9664  0.0047  0.0209  -0.0131
Si  15.0483  14.8833  30.2914  0.0499  -0.027  0.0567
Si  4.0591  1.748  23.0601  -0.0094  0.0117  -0.0134
Si  17.6291  8.6266  24.9206  0.0015  0.0443  -0.0086
Si  6.4436  9.6686  27.8091  0.0089  -0.0379  -0.0117
Si  7.1145  3.1847  27.7392  -0.0062  0.0409  0.052
Si  4.8557  3.9473  29.4491  0.0254  0.0383  0.0427
Si  -4.9559  1.1139  21.7481  0.0113  0.0104  -0.002
Si  10.7896  6.6375  15.0351  -0.0253  -0.0178  0.0182
Si  5.2547  11.4833  17.2819  0.0047  0.0125  -0.0134
Si  -8.8668  13.6374  27.6139  0.0237  0.0169  0.0019
Si  11.1021  10.7597  29.0924  -0.0009  -0.0782  -0.0509
Si  14.0624  9.3652  25.6599  0.0042  -0.0027  0.0009
Si  12.1226  23.7955  23.751  -0.0053  -0.0043  0.0095
Si  13.219  13.1191  22.9426  0.0021  -0.0027  0.0037
Si  7.1656  12.2411  19.5927  0.0003  0.008  -0.0132
Si  2.299  16.3856  31.7695  -0.0166  0.0136  0.0832
O  15.3305  9.6894  19.9531  -0.0014  0.0046  0.0036
O  19.1336  2.345  21.0966  -0.0055  -0.0076  0.0117
O  3.3247  3.1777  22.8573  0.007  -0.0029  0.0035
O  4.7809  19.5449  12.004  -0.0155  0.0233  -0.013
O  -3.3017  -13.636  28.343  -0.0002  0.0062  0.0309
O  3.8704  14.2911  26.6767  -0.0099  0.0178  0.0116
O  14.2831  -5.4814  24.943  0.0241  0.0027  0.0078
O  15.9178  15.0092  13.5958  0.024  -0.045  -0.0632
O  -10.9052  7.2197  27.8107  0.0162  0.0151  -0.0019
O  18.75  8.4381  15.4586  -0.0009  0.0123  0.0004
O  5.3958  3.6873  11.4857  0.0246  0.0005  0.0019
O  2.6451  7.8033  29.4836  0.0255  -0.0151  0.012
O  9.8652  13.4942  23.5907  0.0074  0.0084  0.0033
O  24.7845  4.8611  26.8699  0.005  -0.0056  -0.0008
O  34.5135  -0.3851  19.1319  -0.0068  0.0007  0.0088
O  10.4236  21.616  15.0182  0.0205  -0.048  -0.0181
O  8.6599  -3.9047  13.525  0.0088  -0.0226  -0.0112
O  14.1158  9.1577  27.2623  -0.011  -0.0085  -0.0074
O  12.0717  19.7646  15.9758  -0.0091  0.0143  -0.0274
O  6.2286  10.5351  14.0353  0.0006  0.0179  0.0023
O  9.6206  20.2093  11.4333  0.1378  0.0417  0.0213
O  15.3659  16.8633  26.2566  0.0014  -0.0168  0.0028
O  16.4647  15.2052  24.4783  0.0003  0.0085  0.0286
O  5.124  15.0431  21.843  0.0011  -0.0026  0.0092
O  0.3615  22.5183  22.7593  0.0033  0.0041  -0.0013
O  20.1125  22.3398  21.851  0.0042  0.0077  -0.003
O  21.1692  20.5894  23.5792  0.0059  -0.0029  0.0056
O  29.4756  21.5652  13.0006  -0.0207  -0.0294  0.0188
O  -11.309  4.1938  22.795  -0.0104  -0.0121  0.0282
O  -3.5343  -1.7893  24.0357  0.0066  0.0064  -0.0014
O  6.0919  22.0825  26.5605  0.004  0.0169  0.0174
O  -13.568  10.0281  29.1185  0.006  0.0364  0.0321
O  25.0053  9.6193  18.02  -0.0005  0.0009  0.0104
O  -0.9043  18.4698  27.5612  0.013  -0.0015  -0.0131
O  12.1705  14.231  14.1192  -0.0321  -0.0141  -0.0761
O  -12.549  24.4166  24.0286  0.0087  0  -0.0049
O  3.1896  -1.3033  27.9137  0.0167  -0.0011  0.0313
O  9.563  16.3901  22.4538  0.0078  0.0031  0.0147
O  -14.4639  -1.2765  15.6685  0.0032  0.0446  -0.0288
O  7.2314  19.5514  31.1125  -0.033  -0.0184  0.0545
O  14.4752  17.9177  10.9593  -0.0051  -0.0214  -0.0272
O  2.4985  1.1125  28.9884  0.0259  -0.0102  -0.0209
O  12.3903  0.3422  24.1855  -0.0016  0.0024  0.003
O  1.2878  0.2166  26.9182  -0.0227  -0.0032  0.0061
O  33.3609  24.1143  17.29  0.0043  0.0035  0.0027
O  9.7715  1.1167  20.5717  0.0011  -0.0165  -0.0093
O  -5.8687  12.8  28.2256  -0.0259  0.0072  0.0067
O  16.6572  4.5998  30.9182  0.0055  0.0002  0.0103
O  25.5448  7.0961  11.1515  -0.0069  0.0205  -0.0254
O  11.2738  12.9016  16.2159  -0.009  -0.0082  0.0232
O  13.1757  20.4127  18.334  0.0014  0.0071  0.0008
O  21.4664  4.388  12.2721  0.0932  0.064  -0.1835
O  4.7516  -11.071  29.6787  -0.0681  -0.0368  0.0023
O  2.6537  8.1119  21.8659  0.006  0.0127  -0.0069
O  0.631  -3.833  29.0592  0.0077  0.0207  0.0051
O  -0.1194  6.453  25.4129  -0.0004  -0.0056  0.0123
O  11.1655  25.129  27.758  0.0328  0.0041  0.0187
O  23.5241  5.4333  11.0287  -0.065  -0.0117  0.0207
O  16.7724  21.2617  21.2415  0.0018  -0.0006  0.0043
O  0.935  0.0146  21.4837  0.0022  -0.001  0.0072
O  -0.8073  2.1741  15.8413  -0.0294  -0.0726  0.0356
O  2.4012  18.4363  21.3645  0.0284  -0.0022  0.0205
O  19.9193  1.3106  15.4677  0.0531  -0.0041  0.0342
O  0.7089  8.7335  20.2061  0.0034  0.0056  -0.005
O  5.471  -1.4688  24.0906  0.0019  0.0082  -0.0085
O  5.2125  7.2511  24.5137  -0.0366  -0.0262  0.0022
O  -4.0595  5.6067  17.5222  -0.0007  -0.0089  -0.0059
O  15.9614  10.0725  22.5219  -0.0078  -0.0012  -0.0217
O  7.2705  24.1464  20.2873  0.0004  0.0014  0.0052
O  17.0759  19.5665  14.5726  -0.0175  0.0131  -0.0013
O  7.314  10.9314  27.2272  -0.0039  0.0119  0.0057
O  17.6065  16.8763  14.4703  -0.019  -0.0046  -0.0025
O  10.4963  15.3798  12.2236  -0.1072  0.0855  -0.0697
O  10.4838  13.768  26.1884  0.0283  0.0041  0.0082
O  13.1026  14.7979  16.7411  -0.0258  -0.0081  -0.013
O  16.8204  12.2145  15.8168  -0.0005  -0.0112  0.0088
O  6.2333  5.9206  19.7862  -0.0055  0.0105  -0.0029
O  -2.11  28.1207  17.9402  0.0012  0.0095  -0.0318
O  30.4416  18.5555  12.8998  0.0124  -0.0338  -0.0107
O  13.9249  4.9169  16.9968  0.0029  0.0042  0.0087
O  -2.2125  11.4981  21.7588  -0.0004  0.0009  0.0006
O  7.8821  2.288  28.8587  0.0224  -0.0455  0.0372
O  11.2461  19.6062  13.5239  -0.0817  -0.0295  -0.0802
O  5.8475  7.5079  17.6586  0.0075  0.0006  0.014
O  3.2193  5.5709  23.9033  0.0028  0.0016  -0.0011
O  6.9864  -0.3264  13.9248  -0.0114  -0.006  0.008
O  15.477  -7.3157  26.4631  -0.0066  -0.0066  -0.0008
O  3.6222  17.5485  13.4282  0.0025  -0.0002  -0.004
O  -3.0608  -7.5258  28.835  0.023  -0.0059  -0.0028
O  19.8652  8.798  17.7847  0.0025  0.0083  0.012
O  -5.6683  23.4205  17.1574  0.0024  -0.0035  0.0171
O  12.6012  -3.4874  25.2234  0.0031  -0.0039  -0.0011
O  18.6493  -0.2028  25.8784  0.0065  0.0038  0.0236
O  8.7067  3.5467  16.6926  0.0012  0.0029  -0.0092
O  16.5945  5.2279  21.979  -0.0032  0.0032  0.0014
O  26.4021  2.8589  18.3088  0.0077  0.0085  0.0014
O  2.1768  0.6394  19.2015  0.0018  -0.0036  0.0094
O  4.9239  -8.489  17.665  -0.0082  -0.0011  0.0093
O  23.7915  16.0917  19.0074  0.0228  -0.0138  -0.0067
O  -7.0667  7.1159  31.2902  -0.0052  0.0315  -0.0134
O  9.6571  13.3333  13.5245  0.0056  0.0031  0.0071
O  9.1987  -5.5898  30.5168  -0.0034  0.0404  0.0191
O  15.1392  -8.8268  28.6814  0.0089  -0.0134  0.0017
O  21.3718  31.5177  24.3746  0.0011  0.0159  0.0113
O  24.7962  11.4856  23.1297  0.0016  0.0053  -0.0012
O  11.9727  6.6373  21.754  0.0047  0.0101  0.0057
O  7.8896  16.2474  11.7253  0.0472  0.0675  0.0449
O  -5.4559  17.6459  28.5138  0.0031  -0.0338  -0.0153
O  15.1717  7.9028  13.4787  0.0261  -0.0039  0.018
O  22.3942  24.1816  14.6791  0.0197  -0.012  0.0077

Results
free energy: -229404.499 eV
free energy less fixed offsets of O -568.88, Si -635.61 eV per atom: 7.431 eV

The program warned: the cutoff lies below the one the program advises for these potential files; the exchange-correlation potential is rough where the density is thin.
